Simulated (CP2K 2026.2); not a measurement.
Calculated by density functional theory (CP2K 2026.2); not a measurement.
Periodic cell of 504 atoms, Si360O144, from a study of silicon, its oxide and their interface. The atomic structure is a simulated model.
Doubt: the forces sum to 2.86 eV/angstrom along one axis rather than to zero, so they err by at least 0.0057 eV/angstrom per atom on average; the grid cutoff is modest.

Settings
functional: PBE
method: Gaussian and plane waves
basis set: DZVP-MOLOPT-SR-GTH
pseudopotentials: GTH-PBE
grid cutoff: 350 Ry, relative cutoff 50 Ry
k points: Gamma only
occupations: fixed
spin: none
net charge: 0

Cell vectors (angstrom)
a 16.32 0 0
b 0 16.32 0
c 7.3328 -6.554 33.5946

Atoms and the computed forces on them: element, x, y, z (angstrom), force x, y, z (eV/angstrom)
Si 1.536 14.757 0.013 -0.123 0.205 0.749
Si 3.754 1.681 0.047 0.276 -0.259 0.713
Si 1.524 3.924 0.202 -0.149 0.207 0.746
Si 4.368 6.595 0.117 -0.234 0.063 0.741
Si 1.102 9.856 0.09 0.04 -0.176 0.778
Si 11.113 5.965 33.486 0.242 -0.177 0.725
Si 7.154 14.69 0.148 -0.251 0.131 0.76
Si 17.088 -5.473 33.581 -0.042 0.161 0.731
Si 6.56 4.377 0.135 0.105 -0.147 0.773
Si 9.352 6.937 0.173 0.198 -0.208 0.702
Si 7.077 9.162 0.064 -0.243 0.323 0.691
Si 9.314 12.383 0.215 0.149 -0.2 0.723
Si 19.226 8.547 33.563 0.243 -0.004 0.712
Si 22.109 -4.943 33.565 0.118 -0.214 0.747
Si 12.56 3.836 0.04 -0.187 0.064 0.758
Si 14.685 7.073 0.083 0.194 -0.109 0.773
Si 12.417 9.234 0.049 -0.112 0.183 0.753
Si 15.208 12.043 0.013 -0.181 0.058 0.761
Si 2.689 0.018 1.33 0.004 0.003 -0.049
Si 5.417 2.733 1.342 -0.005 0.013 -0.064
Si 2.736 5.495 1.413 0.016 -0.003 -0.043
Si 5.464 8.163 1.429 -0.002 -0.016 -0.053
Si 2.715 10.973 1.347 0.001 0 -0.067
Si 5.416 13.576 1.263 -0.004 -0.004 -0.03
Si 8.225 -0.001 1.415 0.019 -0.007 -0.076
Si 10.929 2.667 1.292 0.013 -0.005 -0.066
Si 8.17 5.412 1.473 -0.021 0.005 -0.041
Si 10.888 8.141 1.448 0.018 -0.005 -0.032
Si 8.124 10.797 1.416 -0.009 -0.013 -0.027
Si 10.86 13.609 1.449 -0.012 0.015 -0.053
Si 13.573 -0.031 1.198 -0.021 0.021 -0.054
Si 16.283 2.704 1.422 -0.017 0.012 -0.043
Si 13.62 5.436 1.392 -0.001 0.01 -0.044
Si 16.283 8.232 1.359 -0.023 0.007 -0.055
Si 13.592 10.877 1.285 0.015 -0.019 -0.053
Si 16.334 13.592 1.364 0.015 -0.016 -0.053
Si 1.322 1.32 2.74 0.005 -0.003 0.026
Si 4.073 4.082 2.759 0.01 0.015 0.04
Si 1.345 6.864 2.705 -0.021 -0.012 0.01
Si 4.058 9.559 2.689 -0.015 -0.004 0.006
Si 1.378 12.286 2.764 -0.015 -0.021 0.042
Si 4.103 14.982 2.659 0 -0.012 0.019
Si 6.8 1.369 2.684 0.001 0.01 0.012
Si 9.555 3.999 2.704 0.023 0.005 0.007
Si 6.832 6.819 2.814 -0.001 -0.011 0.029
Si 9.548 9.528 2.786 -0.005 0.016 0.021
Si 6.72 12.192 2.697 0.013 0.02 0.016
Si 9.52 14.957 2.818 0 0.001 0.047
Si 12.271 1.317 2.679 -0.002 -0.01 0.032
Si 14.982 4.112 2.768 0.018 -0.005 0.027
Si 12.226 6.744 2.769 -0.009 -0.003 0.021
Si 14.923 9.556 2.74 0.011 0.008 0.041
Si 12.275 12.235 2.698 -0.01 -0.02 0.009
Si 14.928 14.969 2.636 -0.004 0.025 0.001
Si 16.277 -0.03 4.068 0.007 0.002 0.01
Si 2.698 2.706 4.081 0.002 0.015 -0.001
Si 16.346 5.477 4.094 0 -0.004 0
Si 2.71 8.198 4.067 0.008 0.008 0.012
Si 16.318 10.901 4.09 0.004 -0.004 -0.01
Si 2.747 13.649 4.079 -0.002 0.004 -0.012
Si 5.449 0.002 4.049 -0.014 -0.011 0
Si 8.165 2.695 4.073 0.002 -0.009 0.005
Si 5.443 5.439 4.118 0.001 -0.005 -0.016
Si 8.189 8.173 4.147 -0.003 -0.005 0.002
Si 5.403 10.874 4.101 0.008 0.011 0.004
Si 8.109 13.564 4.07 -0.003 0 -0.004
Si 10.913 0.004 4.108 0.007 0.01 -0.009
Si 13.6 2.708 4.066 -0.018 -0.012 -0.022
Si 10.867 5.385 4.101 -0.009 0.013 -0.005
Si 13.589 8.153 4.091 0.012 0.007 -0.026
Si 10.909 10.905 4.095 -0.012 -0.012 0.007
Si 13.617 13.608 4.051 0.008 -0.001 -0.004
Si 17.689 -1.318 16.315 0.017 -0.013 0.002
Si 4.092 1.415 16.292 -0.001 -0.007 -0.012
Si 17.669 4.074 16.356 -0.013 -0.006 0.008
Si 4.081 6.781 16.306 0.004 -0.003 -0.008
Si 17.666 9.484 16.277 -0.004 -0.007 -0.004
Si 4.099 12.247 16.275 0.005 -0.004 -0.009
Si 6.841 -1.353 16.294 0.005 0.009 -0.007
Si 9.52 1.376 16.338 0.009 0.001 -0.008
Si 6.823 4.073 16.358 -0.008 0.002 -0.001
Si 9.515 6.762 16.318 0 0.002 -0.009
Si 6.784 9.487 16.281 -0.005 -0.007 -0.003
Si 9.543 12.271 16.29 -0.002 0.012 -0.01
Si 12.233 -1.35 16.334 0.004 -0.005 -0.008
Si 14.957 1.372 16.374 0.008 -0.002 -0.001
Si 12.233 4.065 16.369 0.004 0.005 0.001
Si 14.935 6.785 16.334 -0.002 0.009 -0.001
Si 12.226 9.492 16.317 -0.008 0.008 -0.008
Si 14.935 12.248 16.264 -0.001 0.006 -0.014
Si 19.046 0.098 17.65 -0.004 0.01 -0.012
Si 5.459 2.708 17.709 -0.016 -0.009 0.01
Si 19.072 5.418 17.685 0.008 -0.001 0.027
Si 5.43 8.131 17.675 0.008 0.018 0.003
Si 19.093 10.81 17.577 0.011 -0.006 -0.013
Si 5.45 -2.687 17.622 0.002 -0.009 0.032
Si 8.207 -0.027 17.689 -0.003 0.002 -0.008
Si 10.839 2.738 17.74 0.005 -0.009 0.007
Si 8.174 5.438 17.736 0.021 -0.013 0.006
Si 10.91 8.065 17.672 0.011 0.001 0.011
Si 8.155 10.886 17.558 -0.006 -0.003 -0.004
Si 10.892 -2.713 17.712 -0.002 -0.015 -0.004
Si 13.562 0.019 17.714 -0.016 0.002 0.01
Si 16.313 2.73 17.761 0.003 -0.004 0
Si 13.584 5.436 17.734 -0.024 0.017 0.012
Si 16.292 8.157 17.668 0.015 0.025 0.025
Si 13.56 10.917 17.629 -0.01 -0.015 -0.001
Si 16.29 -2.704 17.599 -0.006 0.01 0.025
Si 17.74 1.418 19.118 0.019 0.006 -0.009
Si 20.449 4.083 19.091 0.002 0.03 -0.031
Si 17.691 6.794 18.994 -0.007 0.005 -0.032
Si 20.395 9.48 19.041 -0.024 0.007 -0.018
Si 17.697 12.184 18.803 -0.018 0.004 -0.026
Si 4.14 -1.225 18.943 0.038 0.025 -0.013
Si 6.842 1.314 19.032 -0.016 0.007 -0.021
Si 9.538 4.126 19.161 0.007 0.012 -0.007
Si 6.783 6.798 19.065 -0.019 -0.012 -0.011
Si 9.543 9.526 18.853 0.005 0.012 -0.034
Si 6.77 12.19 18.925 0.008 -0.003 -0.04
Si 9.532 -1.385 19.103 -0.005 0.014 0.003
Si 12.133 1.33 19.104 0.002 -0.039 -0.024
Si 14.913 4.079 19.119 0.014 -0.01 -0.006
Si 12.209 6.716 19.168 -0.021 -0.01 -0.014
Si 14.858 9.529 18.969 0.006 -0.015 -0.022
Si 12.279 12.274 19.073 0.027 0.006 -0.02
Si 14.974 -1.337 19.014 -0.011 -0.017 -0.026
Si 16.342 0.029 20.387 0.006 0.029 0.026
Si 19.124 2.756 20.534 -0.018 -0.013 0.048
Si 16.357 5.444 20.386 0.015 0.003 0.062
Si 19.033 8.128 20.412 0.027 -0.008 0.058
Si 16.327 10.878 20.174 0.009 -0.012 0.044
Si 19.019 -2.673 20.023 -0.01 0.002 0.014
Si 5.531 0 20.47 -0.01 -0.028 0.042
Si 8.144 2.699 20.395 -0.019 -0.006 0.059
Si 5.485 5.438 20.501 -0.007 -0.014 0.058
Si 8.167 8.267 20.236 0.016 0.004 0.032
Si 5.43 10.871 20.354 -0.018 -0.015 0.044
Si 8.128 -2.826 20.308 -0.02 0.017 0.083
Si 10.819 -0.053 20.583 0.018 0.013 0.06
Si 13.456 2.745 20.44 -0.031 0.01 0.048
Si 10.861 5.408 20.703 0.009 -0.005 0.04
Si 13.549 8.184 20.428 0.008 0.013 0.054
Si 10.892 10.809 20.265 0.002 -0.009 0.056
Si 13.652 -2.678 20.453 -0.01 0.012 0.074
Si 17.575 -1.625 21.492 -0.002 0.217 -0.679
Si 20.797 1.63 21.815 -0.195 -0.107 -0.742
Si 17.945 4.401 21.782 -0.061 -0.228 -0.778
Si 20.192 6.576 21.782 0.122 0.202 -0.742
Si 17.342 9.297 21.547 0.233 0.056 -0.781
Si 20.473 -3.789 21.395 0.059 -0.245 -0.698
Si 6.539 -1.795 21.674 0.148 0.276 -0.755
Si 9.525 1.501 21.85 -0.039 -0.217 -0.659
Si 6.694 3.868 21.813 0.081 0.215 -0.69
Si 9.619 7.198 21.681 0.011 -0.296 -0.686
Si 7.062 9.765 21.654 -0.225 -0.058 -0.735
Si 9.307 11.896 21.54 0.018 0.144 -0.745
Si 12.581 -1.062 21.828 -0.243 -0.266 -0.792
Si 14.73 1.223 21.614 0.207 0.074 -0.721
Si 11.897 3.627 22.045 0.169 0.356 -0.713
Si 15.194 7.035 21.629 -0.176 -0.101 -0.716
Si 11.933 9.321 21.748 0.229 0.075 -0.664
Si 15.377 -3.837 21.556 -0.204 -0.023 -0.747
Si 18.088 -1.304 31.514 -0.012 -0.009 0.118
Si 19.715 -0.223 28.981 0.059 0.016 0.061
Si 18.043 -4.066 28.642 -0.01 -0.044 0.01
Si 22.447 -1.864 29.238 -0.169 -0.063 -0.007
Si 7.033 3.508 28.383 -0.054 0.075 -0.036
Si 12.682 -2.183 24.725 -0.034 0.055 -0.124
Si 17.905 -4.121 25.683 -0.132 0.096 -0.135
Si 15.75 -3.484 31.535 0.049 -0.015 0.148
Si 20.808 6.902 31.355 -0.088 -0.022 0.109
Si 21.031 7.987 26.653 -0.11 -0.003 0.048
Si 15.657 5.874 26.792 0.019 0.027 -0.08
Si 11.44 5.678 30.429 0.034 0.002 0.22
Si 11.1 5.944 25.125 0.025 0.042 0.06
Si 10.477 1.746 26.553 0.057 -0.068 0.055
Si 13.099 9.739 24.596 -0.055 -0.068 -0.115
Si 18.056 7.56 27.548 0.035 -0.036 -0.018
Si 13.901 6.868 24.348 -0.026 0.029 0.002
Si 19.134 10.761 23.434 0.013 -0.015 -0.136
Si 21.942 9.177 29.411 0.056 -0.04 0.019
Si 9.911 1.466 31.62 -0.011 0.001 0.173
Si 8.081 1.016 24.678 0.088 -0.028 -0.197
Si 9.379 -5.164 26.695 -0.042 0.048 0.018
Si 14.91 -4.202 24.484 0.044 -0.084 -0.072
Si 17.714 3.862 31.592 0.038 0.004 0.206
Si 16.658 2.407 23.639 -0.049 0.087 -0.035
Si 7.644 -0.756 31.623 -0.028 0.053 0.27
Si 21.405 8.642 23.681 0.001 -0.147 -0.064
Si 10.866 8.619 26.558 -0.016 0.046 -0.132
Si 16.099 -1.804 27.961 -0.088 -0.045 -0.057
Si 6.018 2.585 25.97 0.013 -0.128 0.028
Si 18.825 0.217 23.573 0.078 -0.088 -0.105
Si 6.384 5.437 26.256 0.159 -0.034 -0.003
Si 8.354 5.617 23.918 -0.154 -0.054 -0.059
Si 12.527 3.48 25.156 -0.149 0.02 -0.138
Si 10.508 -5.227 30.788 0.092 -0.059 0.16
Si 11.496 -3.603 28.535 -0.005 0.116 0.01
Si 14.407 5.666 29.606 0.051 -0.017 0.062
Si 7.685 10.067 31.374 -0.029 -0.02 0.128
Si 14.478 8.367 30.793 -0.045 -0.031 0.061
Si 19.181 5.163 29.33 0.142 0.062 -0.052
Si 21.065 -4.317 28.9 0.13 -0.067 -0.064
Si 15.435 2.905 26.332 -0.1 0.002 0.043
Si 7.714 -1.876 24.633 -0.121 -0.097 -0.087
Si 18.316 -1.169 26.256 -0.067 -0.023 -0.023
Si 14.647 0.772 28.597 -0.019 0.009 -0.065
Si 15.031 2.895 30.844 -0.099 0.045 0.107
Si 14.53 -4.199 28.648 0.047 0.073 0.051
Si 11.664 8.511 29.495 -0.026 0.006 0.173
Si 20.591 2.652 28.28 0.049 -0.056 -0.076
Si 9.868 3.224 29.247 0.051 -0.055 -0.033
Si 12.07 -0.683 27.392 0.017 -0.056 0.007
Si 6.738 -3.534 26.914 -0.009 -0.014 -0.034
Si 16.464 9.931 29.057 -0.025 -0.032 -0.074
Si 10.167 -3.639 24.367 -0.001 -0.012 -0.119
Si 1.351 14.967 5.434 0.004 0 0.007
Si 4.079 1.352 5.422 0.003 0.002 0.005
Si 1.365 4.088 5.443 0 0.001 0.005
Si 4.067 6.818 5.435 -0.009 0.003 0.002
Si 1.354 9.537 5.446 -0.009 0.002 0.008
Si 4.068 12.259 5.448 -0.012 0.004 0.016
Si 6.785 14.953 5.43 0.001 -0.013 0.009
Si 9.526 1.352 5.448 -0.005 -0.001 0.004
Si 6.816 4.069 5.444 0.012 0.003 0.004
Si 9.531 6.774 5.465 0 0.002 0.007
Si 6.792 9.531 5.458 0.006 -0.002 0.013
Si 9.509 12.242 5.436 0.002 0.008 0.004
Si 12.261 14.95 5.442 0.002 0 0.011
Si 14.954 1.355 5.433 -0.002 0.002 0.008
Si 12.243 4.049 5.449 -0.001 -0.005 0.003
Si 14.965 6.813 5.45 -0.001 -0.005 0.002
Si 12.241 9.519 5.452 0.006 0.007 0.006
Si 14.965 12.261 5.44 0.005 -0.002 0.008
Si 2.713 0.006 6.792 -0.008 0.004 0
Si 5.443 2.708 6.789 -0.003 -0.001 0.001
Si 2.721 5.449 6.801 -0.001 -0.008 0
Si 5.431 8.164 6.806 0.007 0.003 0.004
Si 2.712 10.896 6.807 -0.003 0.004 0.001
Si 5.433 13.607 6.808 -0.001 0 -0.001
Si 8.159 -0.014 6.792 0.004 -0.006 -0.001
Si 10.875 2.712 6.815 -0.008 0 0
Si 8.16 5.428 6.817 0.004 0.006 0.005
Si 10.888 8.151 6.81 -0.003 -0.007 -0.001
Si 8.161 10.885 6.81 -0.006 0.001 -0.002
Si 10.877 13.601 6.793 -0.007 -0.002 0.001
Si 13.607 -0.004 6.806 0.004 -0.002 -0.001
Si 16.316 2.722 6.79 0.001 0.002 0.001
Si 13.604 5.432 6.793 0.002 0.006 -0.001
Si 16.323 8.17 6.81 0.005 0 -0.003
Si 13.605 10.889 6.797 0.002 -0.004 -0.001
Si 16.328 13.605 6.807 0.002 0 0.004
Si 17.678 1.367 8.154 0.014 0.007 -0.004
Si 4.086 4.078 8.15 0.003 0.009 -0.001
Si 17.679 6.802 8.164 -0.007 0.005 -0.002
Si 4.076 9.53 8.162 -0.012 0.001 -0.015
Si 17.676 12.246 8.174 0 -0.006 0.002
Si 4.069 -1.354 8.161 -0.005 -0.013 -0.007
Si 6.801 1.351 8.153 0.006 0.001 -0.008
Si 9.524 4.077 8.173 -0.005 -0.001 0
Si 6.794 6.797 8.16 -0.001 -0.002 -0.005
Si 9.519 9.513 8.161 -0.011 -0.005 -0.003
Si 6.799 12.247 8.164 0.012 0.012 -0.004
Si 9.521 -1.362 8.158 0.001 -0.002 0.003
Si 12.24 1.351 8.164 0 -0.004 0.001
Si 14.96 4.077 8.158 -0.004 -0.008 -0.004
Si 12.25 6.792 8.163 0.001 0.008 -0.004
Si 14.96 9.53 8.165 0.003 0.004 0.002
Si 12.237 12.241 8.156 -0.001 -0.005 -0.009
Si 14.969 -1.355 8.166 0.006 0.002 -0.001
Si 16.325 0.008 9.524 0.001 0 -0.004
Si 2.72 2.723 9.512 -0.013 -0.003 -0.003
Si 16.319 5.438 9.519 0.004 -0.001 0.003
Si 2.719 8.166 9.52 0.01 0.006 -0.003
Si 16.316 10.884 9.53 0.007 0.001 0
Si 2.718 13.607 9.529 -0.006 0 -0.001
Si 5.436 0.002 9.519 -0.007 -0.006 -0.002
Si 8.159 2.712 9.517 0.003 0.002 0.005
Si 5.439 5.435 9.518 0.007 0.001 0.003
Si 8.158 8.154 9.519 -0.003 0.001 0.003
Si 5.439 10.884 9.522 0.001 -0.005 -0.007
Si 8.161 13.604 9.521 0.001 -0.009 -0.001
Si 10.88 -0.005 9.522 -0.012 0.001 0.001
Si 13.598 2.72 9.518 0.003 0.004 -0.003
Si 10.886 5.438 9.526 -0.002 0.005 0.001
Si 13.603 8.158 9.52 0.003 -0.003 -0.005
Si 10.882 10.876 9.517 0 0.002 -0.004
Si 13.601 13.603 9.516 0 0.001 -0.006
Si 17.681 -1.35 10.888 0.002 -0.007 0.002
Si 4.076 1.364 10.878 0.004 0.013 -0.002
Si 17.68 4.078 10.876 0.011 0 0.001
Si 4.079 6.801 10.873 -0.016 0.003 0.001
Si 17.677 9.52 10.883 -0.008 -0.002 -0.001
Si 4.082 12.245 10.883 -0.001 0.001 -0.002
Si 6.8 -1.355 10.878 0.007 -0.005 0.003
Si 9.524 1.361 10.877 0.003 -0.006 0
Si 6.8 4.074 10.876 -0.002 0.002 0.003
Si 9.522 6.796 10.88 -0.003 0.002 0.001
Si 6.798 9.515 10.876 0.002 0.006 0
Si 9.523 12.239 10.873 -0.01 0.001 -0.002
Si 12.245 -1.359 10.88 0.004 -0.006 0.002
Si 14.96 1.367 10.88 0.004 -0.001 -0.002
Si 12.243 4.077 10.886 -0.001 -0.006 0.004
Si 14.958 6.794 10.88 0.001 0.009 0.002
Si 12.239 9.514 10.879 -0.003 -0.004 0.002
Si 14.956 12.247 10.884 0.002 -0.003 -0.004
Si 2.72 0.009 12.249 -0.006 -0.009 0
Si 5.435 2.724 12.238 -0.004 -0.009 0.008
Si 2.72 5.439 12.231 -0.001 0.005 0.003
Si 5.441 8.152 12.237 0.001 -0.003 0.003
Si 2.717 10.884 12.237 -0.001 0 -0.002
Si 5.444 13.606 12.241 -0.001 -0.002 0.003
Si 8.161 0.01 12.233 0.007 0.007 0.001
Si 10.886 2.713 12.244 -0.007 -0.001 0.006
Si 8.167 5.426 12.235 -0.001 -0.002 0.002
Si 10.881 8.152 12.244 -0.006 0.003 0.004
Si 8.165 10.874 12.226 0.004 -0.002 -0.004
Si 10.881 13.601 12.232 -0.002 -0.009 0.003
Si 13.599 0.01 12.24 0.002 0.007 0.005
Si 16.316 2.727 12.242 -0.003 0 -0.004
Si 13.6 5.437 12.249 0.007 0.005 0.003
Si 16.319 8.151 12.237 0.009 0.002 0.001
Si 13.598 10.878 12.235 0.004 0.004 0.002
Si 16.313 13.613 12.244 -0.005 -0.002 -0.005
Si 17.673 1.372 13.604 0 0.006 0.003
Si 4.083 4.092 13.598 -0.01 0.008 -0.001
Si 17.667 6.776 13.594 0.005 0.005 -0.002
Si 4.072 9.513 13.587 -0.009 0.004 0.008
Si 17.678 12.251 13.594 -0.01 0.001 -0.007
Si 4.089 -1.349 13.604 0.011 -0.005 0.004
Si 6.801 1.368 13.595 -0.005 0.006 0.005
Si 9.523 4.066 13.602 0.01 -0.003 0.001
Si 6.804 6.781 13.591 0.005 -0.004 0.003
Si 9.513 9.512 13.595 -0.006 0.011 -0.001
Si 6.818 12.24 13.583 0.006 -0.009 -0.006
Si 9.536 -1.337 13.584 -0.012 0.002 0.003
Si 12.251 1.367 13.616 0.004 -0.013 0.006
Si 14.956 4.077 13.616 0.006 -0.003 0.008
Si 12.235 6.79 13.611 -0.007 0.003 0.007
Si 14.959 9.513 13.588 0.004 -0.006 0.002
Si 12.231 12.232 13.59 0.002 0.003 0.012
Si 14.955 -1.342 13.604 0.004 -0.011 0
Si 16.307 0.026 14.972 -0.007 -0.001 0.013
Si 19.027 2.748 14.951 0 -0.007 0.005
Si 16.312 5.43 14.983 0.007 0.007 0
Si 19.035 8.129 14.935 -0.007 0.005 0.003
Si 16.318 10.879 14.938 0.005 0.002 -0.002
Si 19.035 -2.703 14.954 -0.003 0.001 -0.009
Si 5.451 0.016 14.963 0 0.002 -0.001
Si 8.157 2.717 14.968 -0.002 -0.001 0.005
Si 5.461 5.425 14.971 -0.001 0.001 0.003
Si 8.164 8.132 14.948 -0.003 0 -0.005
Si 5.449 10.875 14.925 0.009 0.004 0.006
Si 8.185 -2.704 14.923 0.009 -0.002 0.001
Si 10.882 0.016 14.973 0.002 0.007 -0.001
Si 13.604 2.725 14.994 -0.001 0.001 -0.003
Si 10.884 5.41 14.971 -0.009 -0.005 0.004
Si 13.604 8.156 14.957 0.004 0.003 0.005
Si 10.876 10.866 14.953 -0.012 -0.011 0.004
Si 13.573 -2.704 14.938 -0.001 -0.008 -0.005
O 17.26 -2.654 28.705 0.094 0.365 0.485
O 15.587 6.986 33.37 0.117 0.101 -0.451
O 14.604 -2.776 32.411 -0.06 0.128 -0.254
O 14.993 -3.883 30.17 -0.104 0.001 -0.025
O 17.21 3.842 23.136 -0.175 0.184 0.378
O 21.95 6.256 32.297 0.043 0.237 -0.133
O 19.51 -4.226 22.628 -0.312 0.235 0.177
O 21.953 -3.31 29.809 0.258 -0.166 0.618
O 5.79 4.123 25.524 -0.298 0.036 -0.423
O 20.254 0.858 23.163 0.423 -0.295 0.541
O 9.989 7.105 33.141 -0.079 0.13 -0.199
O 7.327 4.375 33.112 -0.12 -0.079 -0.55
O 16.501 -2.735 22.037 0.07 -0.058 0.282
O 17.49 -5.239 29.615 0.301 -0.102 0.531
O 19.018 3.202 32.282 0.223 0.171 -0.507
O 16.322 -4.787 32.313 -0.155 -0.015 -0.05
O 19.697 7.642 32.282 -0.1 -0.081 -0.46
O 18.023 4.389 30.117 -0.326 -0.011 -0.28
O 22.662 -0.116 32.327 -0.166 0.079 -0.287
O 11.423 -5.398 32.126 0.5 -0.409 -0.312
O 17.25 5.135 32.471 0.13 0.197 -0.185
O 19.138 -0.767 27.577 0.054 -0.18 -0.152
O 14.592 6.354 22.983 0.026 -0.497 0.091
O 21.678 -4.276 27.378 -0.151 -0.22 -0.373
O 11.17 0.826 32.389 0.109 0.048 -0.191
O 17.715 1.3 23.165 0.038 -0.004 -0.254
O 11.596 5.385 32.029 0.12 -0.242 -0.162
O 21.405 8.04 30.4 0.214 -0.083 -0.025
O 17.4 -0.143 32.403 0.024 0.354 -0.207
O 19.41 8.076 26.8 -0.064 0.284 -0.291
O 12.624 -1.122 25.933 0.368 0.14 -0.015
O 8.659 0.987 23.151 -0.328 -0.116 0.175
O 20.998 -3.819 33.115 -0.078 0.016 -0.646
O 15.243 1.783 27.475 0.458 -0.048 -0.19
O 13.695 0.086 22.152 -0.102 0.13 0.582
O 6.491 9.041 23.001 0.106 -0.367 0.467
O 12.525 3.798 23.552 0.423 0.296 0.067
O 5.541 2.79 22.297 0.011 0.039 0.31
O 12.5 10.028 23.108 0.276 0.478 -0.09
O 7.501 6.04 25.235 0.085 0.437 0.156
O 14.926 6.233 28.189 -0.249 0.321 0.208
O 14.04 3.092 32.129 -0.398 0.163 -0.327
O 20.337 9.738 23.21 0.139 0.171 -0.448
O 11.656 -2.017 28.227 0.073 0.051 0.157
O 15.265 2.04 22.92 -0.135 0.387 0.344
O 14.923 -2.904 27.718 -0.41 0.028 -0.457
O 9.244 2.701 32.412 0.139 0.077 -0.218
O 13.984 10.972 25.161 0.064 0.096 0.66
O 10.875 -3.849 30.017 -0.065 0.531 0.18
O 17.827 -4.69 27.179 -0.035 -0.674 0.029
O 9.579 9.557 26.891 -0.281 -0.354 0.04
O 18.5 -1.126 22.742 0.067 -0.263 0.466
O 12.813 5.471 29.618 -0.059 -0.317 -0.429
O 10.784 0.284 27.19 -0.402 -0.031 0.432
O 19.762 4.057 28.287 0.053 0.248 -0.268
O 16.476 2.348 25.23 0.32 -0.256 0.252
O 17.287 8.825 28.207 0.092 0.22 0.032
O 18.884 11.159 24.955 0.17 -0.192 0.34
O 5.262 -2.757 21.992 -0.196 -0.01 0.507
O 18.739 -0.098 25.138 0.203 0.322 0.203
O 10.406 4.658 29.742 -0.346 0.141 -0.332
O 16.546 2.762 31.417 0.178 -0.378 -0.016
O 7.179 2.516 27.11 0.671 -0.282 0.131
O 7.26 -1.236 30.156 0.363 0.286 -0.405
O 21.49 6.446 26.536 -0.173 -0.115 0.118
O 12.938 -4.351 28.495 -0.085 -0.575 -0.397
O 19.573 -3.724 28.939 0 0.51 0.26
O 14.946 11.717 22.918 -0.135 -0.545 0.131
O 15.296 10.743 28.23 -0.215 -0.33 -0.583
O 12.302 6.582 24.226 -0.118 0.118 -0.474
O 8.923 -5.246 31.131 -0.114 0.609 0.206
O 20.243 5.706 30.43 0.203 -0.222 -0.154
O 14.584 1.599 29.988 -0.135 -0.127 0.179
O 17.785 10.083 22.897 -0.39 -0.029 0.512
O 10.193 -3.848 22.776 0.378 0.189 -0.102
O 18.709 -0.648 30.177 -0.087 0.231 -0.165
O 21.03 10.512 29.496 -0.28 -0.129 0.137
O 15.442 1.369 33.402 0.055 -0.005 -0.022
O 8.192 8.798 32.248 -0.059 -0.236 -0.28
O 21.197 -0.848 29.149 0.154 0.279 -0.041
O 15.772 9.194 30.313 0.436 0.241 0.39
O 9.874 5.195 24.347 0.299 -0.472 0.053
O 11.646 8.274 27.913 0.298 -0.354 -0.135
O 7.562 4.453 23.093 0.275 -0.273 0.289
O 18.151 9.695 33.053 0.08 0.042 -0.378
O 14.087 8.461 24.514 0.741 0.253 0.204
O 10.508 -4.32 27.482 -0.011 -0.145 -0.291
O 20.965 2.166 26.751 -0.384 -0.235 -0.226
O 18.558 6.464 28.622 0.132 0.212 0.374
O 7.755 -0.428 25.321 -0.245 -0.029 0.632
O 9.252 -2.352 24.673 0.218 0.354 0.377
O 21.502 8.694 25.281 0.229 0.127 0.175
O 16.968 -2.451 31.295 -0.079 -0.066 -0.019
O 16.411 -4.098 25.065 0.037 -0.02 -0.129
O 8.255 3.325 29.388 -0.118 0.095 0.536
O 10.444 7.174 25.946 -0.719 -0.036 0.198
O 6.628 1.762 24.731 -0.311 -0.014 -0.414
O 10.009 -3.683 33.335 -0.129 -0.139 -0.193
O 10.757 8.263 22.205 0.057 -0.098 0.221
O 21.842 8.655 27.886 0.163 0.252 -0.176
O 22.834 -5.504 32.213 -0.057 -0.091 -0.379
O 8.175 10.866 22.144 -0.111 0.154 0.616
O 11.012 7.231 30.247 -0.41 0.099 0.084
O 19.053 5.505 22.283 -0.017 0.104 0.203
O 14.185 -2.759 24.629 0.516 0.381 -0.085
O 19.823 1.407 28.971 -0.061 0.084 0.362
O 8.805 0.325 31.465 0.134 -0.112 -0.111
O 10.41 2.036 30.201 0.518 -0.374 -0.246
O 7.928 -4.612 27.161 -0.037 -0.293 0.165
O 15.027 4.219 29.922 0.253 -0.163 -0.577
O 14.039 3.243 25.616 -0.102 0.119 -0.122
O 11.716 2.163 25.599 0.108 -0.589 0.009
O 16.273 8.182 22.074 0.205 0.055 0.551
O 8.602 6.869 22.928 -0.506 0.3 0.114
O 7.108 9.571 29.938 0.47 -0.144 -0.553
O 12.174 -1.539 23.328 -0.505 -0.006 0.305
O 9.196 1.721 25.587 -0.082 0.321 0.167
O 16.719 -1.18 26.595 -0.515 0.11 -0.274
O 10.809 9.824 29.843 -0.159 -0.047 -0.481
O 6.987 5.006 27.717 0.187 0.477 0.303
O 11.646 -3.403 24.966 0.166 -0.592 0.092
O 6.84 -2.187 27.817 0.251 0.386 -0.435
O 18.621 -2.665 25.707 0.38 0.113 -0.326
O 12.79 -1.076 33.214 -0.066 0.039 -0.356
O 10.685 2.558 22.32 -0.149 -0.086 0.381
O 8.159 -2.026 32.463 -0.066 -0.161 -0.284
O 14.616 6.131 25.586 -0.262 -0.136 0.258
O 9.533 11.401 25.103 0.014 -0.262 -0.253
O 13.212 8.726 29.873 0.221 0.147 -0.25
O 7.21 -1.601 23.132 0.112 0.075 0.066
O 13.199 0.195 28.161 -0.155 0.253 -0.07
O 11.861 9.431 25.581 -0.03 0.35 0.106
O 20.895 7.202 23.13 0.08 -0.208 0.396
O 14.794 6.779 30.71 0.218 -0.273 0.514
O 16.046 4.303 26.875 0.651 -0.229 0.281
O 15.596 -0.533 28.826 0.193 0.047 0.312
O 6.783 -2.978 25.386 -0.228 -0.335 -0.421
O 10.277 2.845 27.731 0.312 0.258 -0.304
O 21.961 3.055 29.085 0.097 0.093 0.531
O 14.068 8.77 32.302 -0.304 0.355 -0.195
O 19.324 -1.984 32.303 0.11 0.169 -0.185
O 20.871 1.579 33.174 -0.164 0.136 -0.393
O 11.854 4.753 25.931 0.15 -0.016 0.722
O 16.979 6.802 26.59 0.03 0.008 -0.393

Results
total energy: -101657.026 eV
total energy less fixed offsets of O -438.35, Si -107.03 eV per atom: -3.826 eV
